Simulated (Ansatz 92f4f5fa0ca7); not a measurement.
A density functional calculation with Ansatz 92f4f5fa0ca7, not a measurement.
Periodic cell of 226 atoms, Si132O92As2, from a study of silicon, its oxide and their interface. The atomic structure is a simulated model.
Doubt: the cutoff is far below the 930 eV that the study's wrapper takes by default for these files, so forces and energies are approximate.
This geometry differs little from another in the collection (a relaxation step or a small displacement).

Settings: functional PBE; potential files Ansatz PAW; basis plane waves; wave-function cutoff 580 eV; density cutoff ratio 5; exchange-correlation grid ratio 1; k mesh 1 x 1 x 1, Gamma-centred; self-consistency stop 5e-08 eV per atom in the density residual; occupations fixed; spin none; net charge 0.

Cell vectors (angstrom)
a, 10.938, 0, 0
b, 0, 10.938, 0
c, 0, 0, 31.9494

Atoms and the computed forces on them: element, x, y, z (angstrom), force x, y, z (eV/angstrom)
As, 10.6809, -0.0326, 23.9914, 0.0053, -0.0124, 0.0155
Si, 5.0288, 0.1334, 24.64, 0.0026, 0.0014, -0.0136
Si, 2.7934, 2.3523, 24.5893, 0.0032, 0, -0.0194
Si, 8.459, 2.4394, 24.5364, -0.0067, 0.003, 0.012
Si, 10.6655, 5.5623, 24.311, -0.0014, 0.0099, 0.0159
Si, 5.1512, 5.6311, 24.429, 0.0026, -0.0019, -0.004
Si, 2.919, 7.9262, 24.3854, 0.0051, -0.0094, -0.0018
Si, 8.431, 7.8637, 24.3833, -0.0087, -0.0166, 0.0076
As, 1.2953, 1.1996, 26.0206, 0.0079, -0.0102, -0.0161
Si, 6.747, 1.3515, 25.7505, 0.0054, -0.002, -0.01
Si, 3.9877, 4.0493, 25.7584, -0.0043, 0.0003, -0.0056
Si, 9.6741, 3.9821, 25.8238, 0.0003, -0.0053, -0.0022
Si, 1.296, 6.7748, 25.664, 0.0003, -0.0077, -0.0061
Si, 6.8202, 6.7423, 25.7314, 0.0058, 0.001, -0.0049
Si, 3.9607, 9.4676, 25.9168, 0.0071, -0.0052, 0.008
Si, 9.5345, 9.5236, 25.6952, -0.0007, -0.0006, 0.0048
Si, 2.7228, -0.1057, 27.3777, -0.015, -0.0046, 0.0021
Si, 8.1624, -0.0347, 27.0865, -0.0001, -0.0111, -0.0022
Si, 0.0609, 2.7567, 27.3221, -0.0073, 0.0054, 0.0076
Si, 5.436, 2.7426, 27.1419, 0.0025, 0.0092, 0.0027
Si, 2.6566, 5.4505, 27.1212, -0.0014, -0.0033, 0.0002
Si, 8.2009, 5.373, 27.1141, 0.002, 0.0019, -0.0062
Si, -0.0001, 8.1994, 27.082, -0.0098, 0.0048, -0.0033
Si, 5.504, 8.1612, 27.1491, -0.0015, 0.0015, 0.0016
Si, 4.128, 1.3587, 28.5624, 0.0094, -0.0069, 0.0161
Si, 9.5324, 1.3352, 28.512, 0.0011, 0.0119, 0.0023
Si, 1.4039, 4.1342, 28.6205, -0.0063, 0.0036, -0.0019
Si, 6.8198, 4.0835, 28.5265, -0.0006, -0.0044, -0.0006
Si, 4.0925, 6.8051, 28.4836, 0.0003, 0.0064, 0.0043
Si, 9.5549, 6.8154, 28.4547, -0.0011, -0.0058, 0.0024
Si, 1.2933, 9.4929, 28.6122, 0.0114, 0.0059, -0.0087
Si, 6.8487, 9.5504, 28.5199, -0.0056, 0.0002, -0.0085
Si, -0.0323, -0.0005, 29.9132, -0.0071, 0.0007, 0.0081
Si, 5.4941, -0.0171, 29.9053, -0.0013, 0.0098, -0.0029
Si, 2.7566, 2.7238, 29.9238, 0.0024, -0.0043, 0.0039
Si, 8.1908, 2.7264, 29.8914, 0.0022, -0.0016, -0.0002
Si, -0.023, 5.4963, 29.9013, 0.0077, 0.0022, 0.0008
Si, 5.4599, 5.4638, 29.8867, 0.0006, 0.0044, 0.0009
Si, 2.7476, 8.1682, 29.9026, 0.0037, -0.007, 0.0013
Si, 8.2186, 8.1858, 29.8756, 0.0025, -0.0052, 0.0015
Si, 1.3673, 1.3673, 31.2657, 0.0095, 0.0174, -0.0259
Si, 6.8362, 1.3673, 31.2657, 0.1243, -0.0022, 0.0963
Si, 4.1018, 4.1018, 31.2657, 0.1245, -0.019, 0.1236
Si, 9.5708, 4.1018, 31.2657, -0.1156, -0.0607, -0.1085
Si, 1.3673, 6.8362, 31.2657, 0.029, -0.0261, 0.1235
Si, 6.8362, 6.8362, 31.2657, 0.0447, 0.0189, -0.1762
Si, 4.1018, 9.5708, 31.2657, 0.0104, -0.0777, -0.071
Si, 9.5708, 9.5708, 31.2657, -0.2086, -0.1743, 0.073
Si, 2.7345, 0, 0.6835, 0.0079, 0.0483, -0.016
Si, 8.2035, 0, 0.6835, -0.0097, 0.0661, -0.1284
Si, 0, 2.7345, 0.6835, 0.0537, 0.0802, 0.0033
Si, 5.469, 2.7345, 0.6835, -0.0179, 0.0875, 0.0679
Si, 2.7345, 5.469, 0.6835, -0.0596, -0.0327, -0.0878
Si, 8.2035, 5.469, 0.6835, -0.0077, 0.083, -0.0505
Si, 0, 8.2035, 0.6835, 0.0554, 0.101, 0.1031
Si, 5.469, 8.2035, 0.6835, 0.0328, 0.1076, 0.0467
Si, 4.097, 1.3768, 2.0587, -0.0005, 0.0001, 0.0008
Si, 9.5946, 1.347, 2.0398, 0.0063, -0.0047, -0.0017
Si, 1.3522, 4.1343, 2.051, -0.0042, 0.0015, 0.001
Si, 6.8274, 4.1316, 2.0412, -0.006, 0.0027, -0.0038
Si, 4.0895, 6.8451, 2.0397, 0.0018, 0.0017, -0.0025
Si, 9.5743, 6.8366, 2.0589, 0.0024, -0.0013, -0.0002
Si, 1.3586, 9.6008, 2.0523, -0.0061, -0.0003, -0.0029
Si, 6.8277, 9.6104, 2.0425, -0.0065, -0.0003, -0.0001
Si, 0.0315, 0.034, 3.468, -0.0013, -0.0004, -0.0046
Si, 5.4814, 0.0341, 3.4437, 0.0011, 0.0005, -0.0038
Si, 2.7123, 2.7644, 3.3936, 0.0053, -0.0023, 0.0018
Si, 8.2528, 2.774, 3.3316, -0.005, -0.0022, 0.0118
Si, 0.0262, 5.512, 3.4669, -0.0024, -0.0016, -0.0066
Si, 5.4717, 5.521, 3.4187, 0.0031, -0.0047, 0.0003
Si, 2.7335, 8.2357, 3.3874, 0.0024, -0.0024, 0.0031
Si, 8.2404, 8.2811, 3.3746, -0.0012, -0.0088, 0.004
Si, 1.3777, 1.4487, 4.8386, 0.0031, 0.0008, 0.0018
Si, 6.9099, 1.4666, 4.7147, 0.0029, 0.0033, -0.0025
Si, 4.0585, 4.1448, 4.7399, -0.0008, -0.0031, -0.0005
Si, 9.5997, 4.0703, 4.7664, -0.0011, -0.0016, -0.0016
Si, 1.3663, 6.9662, 4.8291, 0.0022, 0.0015, 0.0008
Si, 6.8403, 6.9818, 4.7174, 0.0026, 0.0027, -0.0014
Si, 4.0943, 9.5639, 4.7754, -0.0017, -0.0023, -0.0011
Si, 9.6222, 9.5694, 4.8241, 0.0005, -0.001, 0.0022
Si, 2.7556, 0.0189, 6.1219, -0.0023, -0.0021, -0.0001
Si, 8.2919, 0.1048, 6.072, -0.0017, 0.0018, -0.0028
Si, 0.0114, 2.7864, 6.2928, -0.0006, -0.0015, -0.001
Si, 5.5067, 2.8243, 6.0481, 0.0006, 0.0001, -0.0019
Si, 2.7497, 5.5773, 6.1164, -0.0002, -0.0014, -0.0005
Si, 8.2507, 5.5832, 5.9378, -0.0004, 0.0008, -0.0015
Si, 0.0443, 8.2941, 6.3534, 0.0001, -0.001, -0.0002
Si, 5.4962, 8.29, 6.2065, -0.0002, -0.0014, -0.001
Si, 4.4218, 1.1649, 7.302, 0.0007, -0.0014, 0.0006
Si, 9.808, 1.1291, 7.5991, -0.0016, -0.0013, 0.0049
Si, 1.1737, 4.4911, 7.483, -0.0007, 0.0013, 0.0049
Si, 6.6357, 4.5253, 7.2208, -0.0027, -0.0022, 0.0011
Si, 4.321, 6.6858, 7.5128, -0.0006, -0.0029, 0.0042
Si, 9.7271, 6.5979, 7.4757, -0.0005, -0.0022, 0.0022
Si, 1.2774, 9.9233, 7.6845, 0.0008, -0.0012, 0.0031
Si, 6.7183, 9.9523, 7.3927, -0.0016, -0.0013, 0.0053
O, 9.2323, 1.1856, 23.8025, -0.013, 0.0138, 0
O, 4.0881, 6.8182, 23.963, -0.0123, 0.0092, -0.0062
O, 3.911, 1.2443, 24.0815, 0.0078, -0.0132, 0.0119
O, 9.4874, 6.6654, 23.8913, 0.0015, 0.0053, -0.0071
O, -0.0258, 5.5368, 7.9944, -0.0006, -0.0006, -0.0013
O, 5.5727, 0.117, 7.8919, -0.0004, 0.0004, 0.0006
O, 0.0712, 0.0742, 8.1268, 0, 0.0009, -0.0013
O, 5.5327, 5.5969, 7.8564, -0.0001, 0.0016, 0.0005
O, 7.5894, 3.9257, 8.4025, -0.0003, 0.0003, -0.0008
O, 8.72, 7.0263, 8.7313, 0.0009, -0.0016, -0.002
O, 2.1717, 9.4309, 9.0217, -0.0017, 0.0009, -0.0028
O, 8.8799, 1.6413, 8.8964, 0.0012, -0.0017, -0.0022
O, 7.6158, 9.4559, 8.6882, -0.0013, 0.0004, -0.002
O, 3.5921, 1.8027, 8.5628, 0.0002, -0.002, -0.0009
O, 3.5729, 7.1946, 8.9143, 0.0004, -0.0011, -0.0017
O, 2.0611, 3.9983, 8.7925, -0.0019, -0.0001, -0.0025
O, 8.0351, 3.6189, 23.4444, 0.0075, -0.0073, 0.0033
O, 0.3941, 4.9107, 22.9174, 0.0045, -0.0095, -0.0033
O, 1.7983, 2.7387, 23.3427, 0.0041, -0.0093, 0.0124
O, 5.721, 4.9139, 23.0533, -0.0006, -0.0007, 0.0071
O, 5.4747, 10.075, 23.4142, -0.0093, 0.0069, 0.0034
O, 2.3454, 8.5819, 22.9871, 0.0009, -0.0011, -0.0012
O, -0.2268, 9.3409, 22.7891, -0.0054, 0.0053, 0.0081
O, 7.6917, 8.5481, 23.0731, 0.002, 0.0012, 0.004
Si, 8.6421, 7.6124, 18.3766, -0.0011, -0.0026, -0.0003
Si, 8.7844, 6.3216, 13.5997, -0.0005, -0.0021, 0.0012
Si, 3.798, 1.4655, 14.6801, -0.0009, -0.0014, 0.0014
Si, 2.1438, 5.6066, 17.5555, -0.0007, -0.0015, 0.001
Si, 2.3707, 3.0405, 19.5059, -0.0001, -0.0015, 0.0008
Si, 9.8167, 8.9962, 12.0591, -0.0011, -0.0021, 0.0004
Si, 1.1583, 9.0863, 21.9634, 0.0083, 0.0053, 0.0053
Si, 9.1837, 0.9375, 13.1758, -0.0014, -0.0013, 0.0003
Si, 1.4016, 4.9952, 12.9795, -0.0008, -0.001, 0.001
Si, 1.7912, 8.1909, 12.7905, -0.001, -0.0024, 0.0001
Si, 6.6131, 9.5542, 22.3816, 0.0011, -0.004, 0.0019
Si, 4.5517, 4.5125, 15.65, -0.0007, -0.0018, 0.0008
Si, 8.1969, 2.9832, 9.5544, -0.0006, 0, 0.0009
Si, 0.8523, 8.1004, 19.121, -0.0008, -0.0018, -0.0052
Si, 6.9414, 1.3331, 21.0724, -0.0013, 0.001, 0.0005
Si, 8.2209, 8.2878, 9.6496, -0.0009, -0.0004, 0.0017
Si, 10.8504, 5.0982, 15.5451, -0.0012, -0.0015, 0.0002
Si, 7.5612, 9.4422, 16.2751, -0.0009, -0.0013, 0.0008
Si, 9.899, 2.0224, 20.272, 0.0001, -0.0016, 0.0032
Si, 3.2072, 8.4754, 9.8932, 0.0009, -0.0013, 0.0017
Si, 6.6711, 3.2755, 17.3907, -0.0007, -0.0007, 0.0021
Si, 1.0604, 0.0861, 19.8114, -0.0018, 0.0038, -0.0044
Si, 3.2293, 2.7636, 12.2682, 0.0002, -0.0014, 0
Si, 7.1751, 5.3413, 19.6509, -0.0013, -0.002, 0.003
Si, 5.7454, 8.6281, 11.5138, -0.0003, -0.0024, -0.0001
Si, 5.7871, 6.0331, 13.166, -0.0005, -0.0015, 0.0003
Si, 4.6346, 9.655, 17.5859, -0.0003, -0.0008, -0.0006
Si, 0.9713, 3.5509, 22.186, 0.0006, -0.0023, -0.0036
Si, 4.8662, 1.4285, 18.7838, -0.0009, -0.0011, 0.0007
Si, 3.187, 3.0608, 9.4916, 0.0009, -0.0002, 0.0023
Si, 6.4658, 10.7711, 13.7492, -0.0006, -0.0015, 0.001
Si, 10.3487, 0.0617, 15.9478, -0.0011, -0.002, 0.0008
Si, 5.6558, 3.6215, 11.1256, -0.0006, -0.0022, -0.0004
Si, 9.8443, 3.8667, 11.8623, -0.0012, -0.0018, 0.0001
Si, 2.343, 9.8655, 15.5102, -0.0006, -0.0018, 0.0011
Si, 6.0778, 8.0808, 19.7657, -0.0006, -0.0029, -0.0012
Si, 6.869, 3.9775, 22.3686, -0.01, 0.0059, -0.0069
Si, 9.7363, 2.7017, 17.3548, -0.0008, 0.0003, -0.0001
O, 7.1949, 6.3387, 13.9389, -0.0005, -0.001, 0.0002
O, 1.9247, 6.971, 18.5086, -0.0012, -0.0008, 0.0007
O, 10.2149, 3.9397, 16.4511, -0.0016, -0.0033, 0.0007
O, 6.1621, 9.9239, 17.0055, -0.0004, -0.0019, -0.0004
O, 10.1488, 0.6852, 14.4569, -0.0001, -0.002, 0.0011
O, 8.4054, 6.0362, 18.8045, -0.0003, -0.0011, -0.0005
O, 5.1741, 0.6169, 14.3849, -0.0011, -0.0017, -0.0003
O, 5.6602, 2.0087, 17.4918, -0.0004, -0.0017, -0.001
O, 8.3099, 1.9726, 20.515, -0.0001, -0.0009, -0.0009
O, 1.965, 4.1919, 18.3965, -0.0003, -0.0022, -0.0006
O, 6.9541, 2.7617, 10.6104, -0.0012, -0.0014, -0.0005
O, 4.8658, 2.6715, 12.1893, -0.0007, -0.0022, -0.0003
O, 6.0579, 4.3048, 16.2798, -0.0001, -0.0026, 0.0005
O, 4.557, 3.8914, 9.9119, -0.0008, -0.0016, 0.0002
O, 10.661, 2.7013, 21.5541, 0.0038, 0.0053, -0.0008
O, 9.7122, 6.1076, 14.938, 0, -0.0019, 0.0004
O, 5.9834, 6.4476, 19.8199, 0.0009, -0.0015, -0.0003
O, 4.0718, 0.1035, 18.2648, -0.0016, -0.0008, 0.0008
O, 9.2796, 10.5239, 12.2571, -0.0007, -0.0013, 0.0007
O, 2.8401, 4.2993, 12.6939, -0.0003, -0.0016, 0
O, 1.679, 10.495, 21.2422, 0.004, -0.0013, 0.0018
O, 3.9503, 2.6455, 19.3813, -0.0015, -0.0012, -0.0008
O, 0.7291, 9.9875, 15.9219, -0.001, -0.0019, -0.0003
O, 1.2028, 9.7103, 18.802, -0.0003, -0.0027, -0.0001
O, 1.6841, 1.5418, 19.3482, 0.0004, -0.0006, -0.0018
O, 8.9428, 10.3166, 16.4576, -0.0008, -0.0022, -0.0002
O, 4.8858, 8.5271, 18.7406, -0.0007, -0.0016, 0.001
O, 9.5648, 8.7246, 10.4673, -0.0011, -0.0015, 0.0001
O, 6.6798, 4.0395, 18.8266, -0.0008, -0.0015, -0.0015
O, 2.8433, 1.6411, 13.3532, -0.0006, -0.0019, 0
O, 5.8104, 8.7547, 21.2157, -0.0018, -0.0031, -0.0009
O, 2.5343, 2.4139, 10.8425, -0.001, -0.0014, -0.0005
O, 7.5676, 4.8075, 21.1441, 0.0006, 0.0002, -0.0042
O, 5.2072, 7.442, 12.5295, -0.0007, -0.0018, -0.0002
O, 0.436, 9.0138, 12.4704, -0.0005, -0.0018, 0.0005
O, 7.5885, 1.019, 13.5479, -0.0012, -0.0015, 0.0001
O, 7.1149, 9.5817, 14.7, -0.0001, -0.0019, 0.0005
O, 8.9857, 5.0033, 12.6533, -0.001, -0.0013, 0.0005
O, 8.0556, 7.9684, 16.859, -0.0005, -0.0016, -0.0003
O, 6.213, 2.5311, 21.9341, 0, -0.0026, 0.003
O, 2.46, 9.0036, 14.0793, -0.0007, -0.0011, 0.0008
O, 0.4265, 4.4612, 11.7836, -0.0003, -0.0018, 0.0006
O, 0.9191, 7.9752, 20.7608, -0.0005, -0.009, -0.0098
O, 9.3763, 3.7957, 10.3118, -0.0007, -0.0021, 0.0009
O, 9.6624, 2.3564, 12.5014, -0.0007, -0.0025, 0.0001
O, 7.6318, 8.4903, 19.3511, -0.0017, -0.0016, 0.0016
O, 2.5477, 8.1045, 11.3411, -0.001, -0.0008, -0.0006
O, 3.9938, 2.9841, 15.3032, -0.0008, -0.0016, -0.0003
O, 0.7593, 4.3855, 14.3488, -0.0007, -0.0017, 0.0007
O, 10.07, 2.9653, 18.9356, -0.0007, -0.0005, -0.0013
O, 9.1412, 7.7732, 12.9251, -0.0011, -0.0019, -0.0002
O, 10.413, 0.4833, 20.0232, -0.0026, -0.0031, 0.0006
O, 6.0334, 5.0082, 11.8968, -0.0004, -0.0011, 0.0005
O, 8.1276, 2.633, 17.0567, 0.0002, -0.0008, -0.0004
O, 3.5484, 5.3432, 16.6871, -0.0015, -0.0017, 0
O, 4.656, 9.0981, 10.3666, -0.001, -0.0008, 0.0003
O, 1.5223, 6.6132, 13.1635, -0.0002, -0.0019, -0.0004
O, 4.7683, 5.4339, 14.3047, -0.0016, -0.0022, 0.0005
O, 2.0244, 3.7556, 20.9456, -0.0018, 0.0001, 0.0008
O, 10.5431, 1.3368, 16.9523, -0.001, -0.0014, 0.0005
O, 0.9568, 5.9069, 16.4772, 0, -0.0008, 0.0002
O, 7.3491, 10.9079, 21.8557, 0.0014, 0.0032, -0.0001
O, 5.9148, 0.9001, 19.9018, -0.0008, -0.002, 0.0009
O, 6.091, 9.9889, 12.3578, -0.0007, -0.0009, 0.0007
O, 2.848, 0.4873, 15.5605, -0.0008, -0.0018, -0.0008
O, 7.0419, 7.9647, 10.741, -0.0006, -0.0005, -0.0004
O, 10.245, 7.8839, 18.5598, -0.0001, -0.0008, 0.0012
O, 3.4457, 9.146, 16.5416, -0.0002, -0.0019, -0.0002

Results
free energy: -145947.372 eV
free energy less fixed offsets of As -4856.12, O -568.88, Si -635.61 eV per atom: 2.348 eV

The program warned: the cutoff lies below the one the program advises for these potential files; the exchange-correlation potential is rough where the density is thin.
